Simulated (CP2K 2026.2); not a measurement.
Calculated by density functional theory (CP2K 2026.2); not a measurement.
Periodic cell of 1063 atoms, Si736O327, from a study of silicon, its oxide and their interface. The atomic structure is a simulated model.
Doubt: the forces sum to 3.66 eV/angstrom along one axis rather than to zero, so they err by at least 0.0034 eV/angstrom per atom on average; the grid cutoff is modest.

Settings: functional PBE; method Gaussian and plane waves; basis set DZVP-MOLOPT-SR-GTH; pseudopotentials GTH-PBE; grid cutoff 350 Ry, relative cutoff 50 Ry; k points Gamma only; occupations fixed; spin none; net charge 0.

Cell vectors (angstrom)
a	30.7742	0	0
b	0	15.3871	0
c	-5.5062	0.9301	39.6738

Atoms: element, x, y, z (angstrom)
Si	24.6348	0.9441	33.8947
Si	24.8317	4.1825	31.6
Si	25.8136	8.5128	33.6555
Si	26.1016	13.8221	28.4905
Si	-2.3055	0.7916	31.479
Si	25.7719	4.6782	33.7178
Si	-1.5494	8.8627	31.3311
Si	25.8337	12.3445	33.7082
Si	2.2321	15.9098	31.3675
Si	0.9809	4.6208	30.5323
Si	0.6781	7.5004	29.5452
Si	2.8647	12.5262	33.6047
Si	4.4575	4.4349	32.0183
Si	6.8327	1.181	33.6139
Si	3.1366	8.7834	30.5747
Si	-1.0585	11.8556	31.1702
Si	21.8353	12.8975	30.7302
Si	-2.5613	4.6886	33.5708
Si	23.378	8.1791	31.7142
Si	-1.0198	12.3265	28.1648
Si	-1.1808	16.17	33.5759
Si	-1.9764	3.8545	30.6434
Si	-2.438	8.5226	33.5103
Si	-2.533	12.4012	33.7177
Si	2.1304	2.8139	34.7064
Si	2.401	4.6605	33.2526
Si	3.0648	8.7575	33.5887
Si	1.9509	2.25	28.9502
Si	6.0488	14.608	34.7843
Si	6.2465	3.0662	34.8865
Si	5.5333	8.8404	33.5518
Si	5.9998	10.7721	34.804
Si	25.2711	2.8471	35.0886
Si	25.3554	6.6262	34.9766
Si	25.3275	10.4518	34.9711
Si	25.2186	14.3133	34.9267
Si	-1.7281	2.7908	34.7779
Si	-1.8037	6.6184	34.7733
Si	-3.5711	10.4894	36.3826
Si	-1.7045	14.2985	34.8994
Si	1.3053	0.8731	33.4963
Si	4.1552	6.7239	36.1384
Si	2.34	10.6031	34.8724
Si	2.1461	14.4368	34.817
Si	6.2863	4.9663	33.4176
Si	6.0926	6.8689	34.7769
Si	5.3235	12.719	33.5542
Si	4.9814	2.194	31.3557
Si	23.3226	2.9804	36.3555
Si	23.3782	6.7006	36.2629
Si	23.3745	10.5963	36.2885
Si	23.3177	14.3242	36.3157
Si	-3.5315	2.7471	36.324
Si	-3.5402	6.6514	36.3668
Si	-1.8073	10.4425	34.8286
Si	-3.6102	14.4268	36.2827
Si	0.2362	2.9227	36.1296
Si	0.299	6.7001	35.9584
Si	0.2636	10.5341	36.0567
Si	0.2552	14.2877	36.2206
Si	4.1505	2.8935	36.0634
Si	2.3227	6.6942	34.5987
Si	4.1826	10.6639	36.3128
Si	4.1128	14.6109	36.1747
Si	23.347	0.9524	37.6032
Si	23.3644	4.856	37.7189
Si	23.3604	8.6448	37.6094
Si	23.3679	12.4652	37.711
Si	-3.5567	0.891	37.7079
Si	-3.5301	4.7107	37.653
Si	-3.5506	8.5781	37.7077
Si	-3.5681	12.4826	37.6302
Si	0.2705	0.9392	37.4845
Si	0.2985	4.8438	37.4761
Si	0.2995	8.602	37.4216
Si	0.2854	12.3943	37.56
Si	4.1521	1.07	37.5697
Si	4.1439	4.8029	37.4933
Si	4.1642	8.6588	37.5415
Si	4.1538	12.6414	37.5571
Si	25.2604	0.9517	38.9973
Si	25.3185	4.7927	39.0155
Si	25.2734	8.6324	39.0062
Si	25.3059	12.4959	39.0223
Si	-1.5804	0.9294	38.9599
Si	-1.5746	4.7969	38.9374
Si	-1.5613	8.6152	38.9292
Si	-1.617	12.4666	38.9516
Si	2.1933	0.9985	38.8817
Si	2.2194	4.8259	38.8636
Si	2.2082	8.65	38.8549
Si	2.2244	12.5124	38.9077
Si	6.1006	1.0132	38.9015
Si	6.0532	4.845	38.9162
Si	6.093	8.6919	38.8989
Si	6.0814	12.578	38.9161
Si	0.045	1.9808	11.5122
Si	0.0581	5.8215	11.4762
Si	0.0445	9.6757	11.5015
Si	0.0555	13.5225	11.5326
Si	3.9001	1.9435	11.5203
Si	3.9269	5.7881	11.4955
Si	3.8946	9.6583	11.5066
Si	3.8735	13.4936	11.5441
Si	7.7175	1.9356	11.5622
Si	7.7293	5.7834	11.5271
Si	7.7411	9.6629	11.5392
Si	7.7191	13.5023	11.5743
Si	11.5493	1.9622	11.5811
Si	11.5549	5.8028	11.5533
Si	11.5611	9.6706	11.5656
Si	11.5655	13.518	11.5693
Si	28.8949	2.0691	12.8642
Si	28.899	5.9257	12.8141
Si	28.911	9.6586	12.8866
Si	28.9178	13.4912	12.8965
Si	1.9733	1.8782	12.8658
Si	1.9918	5.7094	12.8008
Si	1.9639	9.722	12.8446
Si	1.9555	13.5525	12.9303
Si	5.7915	1.9885	12.9156
Si	5.823	5.8281	12.903
Si	5.8086	9.5737	12.8727
Si	5.7758	13.4273	12.914
Si	9.6211	1.8763	12.955
Si	9.6262	5.7225	12.9056
Si	9.6442	9.7318	12.9282
Si	9.6477	13.5751	12.9431
Si	-1.8576	15.486	14.1343
Si	-1.8744	4.064	14.1744
Si	-1.8883	7.7631	14.2899
Si	-1.8368	11.5381	14.2704
Si	1.9331	15.4404	14.3809
Si	2.0011	3.7677	14.1927
Si	1.9971	7.6953	14.0035
Si	1.9243	11.6454	14.2736
Si	5.7353	15.3989	14.1912
Si	5.8057	3.9477	14.2852
Si	5.8296	7.7098	14.3333
Si	5.7754	11.4392	14.241
Si	9.6123	15.4069	14.4555
Si	9.6015	3.7653	14.3036
Si	9.613	7.7163	14.1322
Si	9.6493	11.7039	14.3119
Si	-0.0705	15.4846	15.6728
Si	0.7529	5.7957	16.679
Si	0.7102	9.538	16.7408
Si	0.0324	11.5928	15.7273
Si	3.9091	15.4157	15.6974
Si	3.8772	3.8429	15.6457
Si	3.7853	7.6585	15.5111
Si	3.8495	11.4917	15.6186
Si	6.9601	1.8866	16.9323
Si	7.6833	3.8416	15.7308
Si	7.815	7.7187	15.6543
Si	7.6848	11.5599	15.6222
Si	11.6394	15.4104	15.758
Si	11.5635	3.8658	15.6199
Si	11.4473	7.666	15.5728
Si	11.5582	11.6356	15.7558
Si	-0.7016	2.0991	16.8207
Si	0.0593	3.903	15.4952
Si	0.1646	7.6937	15.43
Si	0.6494	13.8949	19.8418
Si	4.4714	1.9593	16.9893
Si	3.1848	5.7917	16.821
Si	3.1175	9.5141	16.7548
Si	4.381	13.4149	16.8747
Si	7.5415	15.3607	15.6777
Si	8.4107	5.7945	16.9058
Si	8.5043	9.6706	16.8185
Si	6.8235	13.4093	16.867
Si	12.2652	2.0102	16.8963
Si	10.7979	5.7365	16.8182
Si	10.9527	9.6083	16.7947
Si	12.2059	13.5181	17.1384
Si	26.8285	2.1928	18.8883
Si	27.409	6.2449	18.8866
Si	27.7395	9.3727	19.0612
Si	26.5914	14.4626	19.5937
Si	0.5113	2.968	19.6162
Si	-0.2213	5.8527	18.7585
Si	0.1107	8.9306	18.9329
Si	-0.6868	13.5658	16.936
Si	3.6588	2.3697	19.1957
Si	4.3585	5.3603	19.737
Si	2.8041	10.0551	19.5971
Si	3.4295	13.0654	19.0268
Si	8.4577	2.4352	19.5875
Si	7.4527	5.3757	19.8915
Si	8.7193	10.2013	19.8232
Si	7.9414	13.2232	19.8524
Si	7.7868	1.4128	22.2615
Si	25.1811	7.1916	25.356
Si	-0.4891	12.2133	22.0925
Si	27.7165	10.5333	21.8226
Si	-1.682	5.3238	23.1029
Si	0.9672	15.7292	24.5549
Si	1.5334	10.9705	26.995
Si	24.4237	9.3835	29.1895
Si	4.7338	1.0264	21.7114
Si	4.5219	9.4203	22.2226
Si	25.3426	1.1182	31.7094
Si	11.9208	14.3114	22.7797
Si	8.2221	6.3358	22.7327
Si	1.488	12.65	24.2958
Si	24.2656	15.2858	26.732
Si	27.4556	7.9924	23.7163
Si	-3.4468	8.828	26.4501
Si	4.8831	1.4662	28.5354
Si	22.0143	10.8988	24.2702
Si	-0.4071	1.8165	26.9612
Si	-0.2935	0.9387	21.7158
Si	1.1266	6.2782	24.1304
Si	-1.7925	15.0829	28.7219
Si	5.4155	13.5126	21.4421
Si	3.7238	1.7111	24.3609
Si	3.5527	6.5129	22.4704
Si	25.8436	4.5424	26.4323
Si	26.5338	5.209	29.3073
Si	26.4587	12.8296	23.6021
Si	-3.5064	8.1623	29.1743
Si	27.4023	4.19	20.9565
Si	1.8453	12.8281	31.5149
Si	-2.3871	3.4579	25.4804
Si	4.2838	11.8458	23.7066
Si	1.3682	7.8562	26.7412
Si	5.3744	13.7813	28.6844
Si	7.909	3.748	24.2646
Si	4.1896	6.4529	27.3591
Si	7.5525	9.2004	22.3418
Si	6.3208	1.7114	25.7719
Si	-3.5825	11.837	26.4464
Si	3.4035	11.3858	29.3283
Si	4.5814	5.9642	30.2025
Si	25.9437	1.8661	25.1748
Si	24.9082	12.1144	30.6268
Si	3.5439	4.7769	24.8486
Si	6.1188	12.8727	25.7829
Si	6.7452	7.227	28.8027
Si	9.3226	1.1248	33.4852
Si	8.9381	5.5424	31.6129
Si	10.5797	8.6906	33.8902
Si	10.9621	12.6122	28.4284
Si	13.8707	1.346	31.5978
Si	10.773	4.8594	33.8142
Si	12.7747	8.8412	31.1615
Si	10.708	12.5201	33.4986
Si	16.498	15.3984	30.9576
Si	17.2875	4.4915	30.6305
Si	16.7507	8.2896	27.8975
Si	18.2656	12.5351	33.6762
Si	22.0106	5.2599	31.6367
Si	22.2143	1.0198	33.7114
Si	18.3828	8.5843	30.5984
Si	14.5078	11.5096	30.8872
Si	6.9023	12.606	30.8431
Si	13.1984	4.8997	33.7855
Si	9.7981	8.6238	31.7387
Si	15.1682	12.3239	27.9213
Si	14.4469	1.0904	33.8235
Si	14.1998	4.4456	30.8568
Si	12.9558	8.6738	33.5655
Si	13.1385	12.5374	33.5158
Si	17.6596	2.9224	34.8903
Si	18.3556	4.8345	33.6459
Si	18.1322	8.7259	33.518
Si	17.1249	1.9692	29.0693
Si	21.4047	14.5093	34.9338
Si	21.4697	2.9475	34.886
Si	21.2547	8.8023	33.823
Si	21.3762	10.731	35.0739
Si	9.9976	2.9231	34.9118
Si	10.0638	6.7515	35.0591
Si	10.0469	10.7138	34.9072
Si	9.9714	14.4987	34.6867
Si	13.828	2.9899	35.0253
Si	13.678	6.8555	34.9446
Si	11.8798	10.679	36.3612
Si	13.7654	14.4515	34.8273
Si	16.8701	0.9746	33.7737
Si	19.5181	6.8069	36.3679
Si	17.6798	10.6126	34.8966
Si	17.5929	14.438	34.9446
Si	20.8304	4.8899	33.655
Si	21.4106	6.7601	34.9897
Si	20.7253	12.5874	33.7363
Si	22.5493	15.8675	30.7139
Si	8.0958	3.0294	36.31
Si	8.0095	6.8142	36.1878
Si	7.9995	10.7091	36.1045
Si	8.0256	14.4408	36.1158
Si	11.8819	2.8632	36.3363
Si	11.9017	6.7979	36.4758
Si	13.6563	10.6114	34.8033
Si	11.8319	14.5585	36.1915
Si	15.7685	3.0435	36.3209
Si	15.7196	6.8147	36.1522
Si	15.6548	10.6109	36.1267
Si	15.6518	14.3579	36.2673
Si	19.5571	2.8385	36.2874
Si	17.714	6.7839	34.8364
Si	19.4819	10.6117	36.4222
Si	19.5014	14.5594	36.3285
Si	8.0337	0.9989	37.5253
Si	8.0175	4.9371	37.6348
Si	8.0115	8.7667	37.506
Si	8.0064	12.5722	37.5473
Si	11.8602	0.9795	37.6823
Si	11.8708	4.812	37.6932
Si	11.8602	8.7602	37.7239
Si	11.8522	12.64	37.6138
Si	15.6955	0.998	37.5647
Si	15.7173	4.9486	37.6444
Si	15.6966	8.7175	37.5509
Si	15.6597	12.4724	37.6214
Si	19.5228	1.0137	37.7362
Si	19.5277	4.8143	37.6271
Si	19.5151	8.6925	37.7482
Si	19.4977	12.5916	37.6689
Si	9.903	1.0016	38.9722
Si	9.9243	4.8856	39.0101
Si	9.8855	8.7429	38.9714
Si	9.911	12.5778	38.9455
Si	13.8057	1.0029	38.9889
Si	13.8012	4.8597	39.0182
Si	13.8118	8.7219	39.0017
Si	13.7577	12.5623	38.9954
Si	17.5641	1.0047	39.0122
Si	17.6212	4.8709	39.0113
Si	17.5607	8.7073	39.0176
Si	17.5723	12.5449	39.0064
Si	21.47	0.9707	39.0303
Si	21.4255	4.8385	39.0292
Si	21.47	8.6656	39.0305
Si	21.425	12.5106	39.0279
Si	15.3961	1.9619	11.5828
Si	15.428	5.8312	11.5483
Si	15.4035	9.6927	11.5942
Si	15.4105	13.5015	11.5952
Si	19.2646	1.9881	11.5942
Si	19.2938	5.8506	11.6138
Si	19.2775	9.7054	11.5909
Si	19.2689	13.5227	11.624
Si	23.1093	2.0107	11.5598
Si	23.1231	5.8667	11.554
Si	23.1177	9.7169	11.5579
Si	23.1175	13.5532	11.5802
Si	26.964	1.9996	11.531
Si	26.966	5.8818	11.4936
Si	26.9818	9.7164	11.5312
Si	26.9824	13.5451	11.5531
Si	13.4665	2.0135	12.9432
Si	13.4954	5.8667	12.8851
Si	13.4671	9.631	12.9552
Si	13.4781	13.4655	12.9399
Si	17.3246	1.8923	12.9417
Si	17.3393	5.7915	12.9254
Si	17.3454	9.7656	12.9366
Si	17.3262	13.5251	12.9846
Si	21.202	2.0596	12.9415
Si	21.2495	5.9022	12.9811
Si	21.2138	9.662	12.9502
Si	21.2157	13.4905	12.9735
Si	25.0423	1.9857	12.9011
Si	25.0643	5.8997	12.871
Si	25.0577	9.8069	12.8793
Si	25.0598	13.6228	12.9186
Si	13.4456	15.4256	14.2294
Si	13.4907	4.0005	14.2636
Si	13.4757	7.7134	14.3443
Si	13.4583	11.5266	14.325
Si	17.2846	15.3996	14.4124
Si	17.3317	3.8045	14.2526
Si	17.355	7.7926	14.1715
Si	17.3603	11.6575	14.4094
Si	21.1785	15.486	14.2252
Si	21.2436	3.9939	14.3432
Si	21.2871	7.8031	14.4163
Si	21.2644	11.5247	14.3527
Si	25.045	15.5032	14.3584
Si	25.1037	3.9387	14.1749
Si	25.0681	7.8741	14.1776
Si	25.0802	11.736	14.2762
Si	15.2649	15.4224	15.709
Si	16.1974	5.8348	16.7636
Si	15.8059	9.6449	16.9918
Si	15.356	11.5956	15.7257
Si	19.3085	15.3692	15.6527
Si	19.2539	3.8867	15.62
Si	19.2366	7.7202	15.5908
Si	19.3542	11.5695	15.7595
Si	22.7006	1.6034	17.2973
Si	23.2676	4.1295	15.6139
Si	23.3106	7.9459	15.7451
Si	23.2285	11.5962	15.7277
Si	27.0755	15.5379	15.5724
Si	26.9949	4.0495	15.5649
Si	26.9114	7.8512	15.6156
Si	27.0139	11.6464	15.6208
Si	14.7185	2.0122	16.9167
Si	15.4113	3.8967	15.645
Si	15.4879	7.7518	15.6026
Si	15.7925	13.7215	18.9995
Si	19.5803	1.9291	16.9076
Si	18.5923	5.818	16.7924
Si	18.9611	9.564	16.9841
Si	20.0046	13.5112	16.9647
Si	23.0441	15.379	15.6439
Si	23.8772	6.0105	16.9003
Si	24.0526	9.8002	17.0827
Si	22.4781	13.4982	16.8968
Si	27.662	2.126	16.7322
Si	26.3153	5.9353	16.8547
Si	26.5362	9.7706	16.9929
Si	27.6279	13.5971	16.7999
Si	11.422	2.0806	19.0727
Si	11.668	6.2572	18.8946
Si	11.3755	9.2017	19.0588
Si	10.8293	14.4171	19.8425
Si	15.9624	1.2368	19.643
Si	14.5669	6.2265	19.2902
Si	14.4051	9.1249	19.8161
Si	14.6682	13.4919	16.9737
Si	18.5341	2.6321	19.6867
Si	19.1829	5.5338	19.0211
Si	20.3416	10.273	19.5542
Si	18.5645	12.8288	19.6313
Si	23.9945	2.5288	19.6843
Si	22.3185	5.2213	19.5091
Si	23.2747	10.4626	19.2162
Si	23.7515	13.3455	19.7956
Si	25.0207	2.8277	22.4758
Si	10.504	7.1924	24.4891
Si	12.3987	11.422	23.7681
Si	14.7381	10.0045	22.6279
Si	14.2603	4.6696	23.3239
Si	14.8338	14.7797	26.0587
Si	17.8572	11.1139	27.0745
Si	7.0611	9.5623	30.8087
Si	20.6307	1.8852	21.8924
Si	18.9517	10.8261	24.1987
Si	10.8403	15.9777	30.9097
Si	-2.5114	14.512	22.1005
Si	21.6676	6.5528	22.2687
Si	16.7846	14.8878	23.7144
Si	7.8588	14.8732	24.6076
Si	13.6406	7.4475	24.0519
Si	13.8395	7.8907	27.0638
Si	19.3558	2.2718	26.8546
Si	9.0054	12.5073	26.0012
Si	14.4343	1.7587	27.7188
Si	14.7161	14.7899	21.4581
Si	17.5896	9.1112	23.4553
Si	11.7382	15.6162	28.1708
Si	22.0087	14.6088	22.0834
Si	18.4209	1.8921	23.9222
Si	18.5963	6.8764	21.6517
Si	10.1247	4.7285	26.1797
Si	9.3792	5.7111	28.8119
Si	9.8438	10.1543	24.1145
Si	12.4909	6.3722	29.2303
Si	12.9042	4.2536	20.6885
Si	17.2405	12.4162	31.5504
Si	12.9169	3.3676	25.7618
Si	19.1326	13.4233	22.5482
Si	17.8733	6.8129	25.5832
Si	22.0769	1.7883	27.9508
Si	22.3567	3.9791	23.5277
Si	20.6822	6.9276	26.8485
Si	22.1828	9.363	21.6673
Si	21.5169	4.1278	26.4485
Si	12.9072	10.7134	26.8452
Si	19.4342	11.337	29.6033
Si	19.7041	6.1079	29.7652
Si	12.0946	15.863	25.2125
Si	9.98	12.9149	31.294
Si	17.2492	4.7007	23.4542
Si	23.4903	13.5442	24.3576
Si	22.9462	8.9345	26.4295
Si	0.0224	13.4951	0.6896
Si	0.0216	1.9422	0.6869
Si	0.0359	5.7896	0.6933
Si	0.0334	9.6337	0.6843
Si	3.9163	13.4668	0.6413
Si	3.9223	1.9418	0.6275
Si	3.9192	5.7823	0.6367
Si	3.9069	9.6133	0.6281
Si	7.717	13.5215	0.5848
Si	7.7136	1.9822	0.5852
Si	7.7328	5.8124	0.5763
Si	7.7392	9.6427	0.5782
Si	11.5923	13.5554	0.6174
Si	11.5958	1.9936	0.6124
Si	11.5837	5.843	0.6071
Si	11.5759	9.696	0.5893
Si	15.4081	13.5464	0.6641
Si	15.4085	2.0038	0.6577
Si	15.4215	5.8846	0.6696
Si	15.4073	9.7286	0.6519
Si	19.2932	13.5472	0.6867
Si	19.2955	1.9955	0.6837
Si	19.2808	5.8623	0.6871
Si	19.2723	9.7105	0.6866
Si	23.0811	13.5371	0.6945
Si	23.0848	2.0055	0.6887
Si	23.1033	5.8536	0.7045
Si	23.094	9.698	0.7
Si	26.9614	13.5058	0.7081
Si	26.9622	1.9754	0.6993
Si	26.9515	5.8216	0.7176
Si	26.9542	9.6621	0.7082
Si	1.9803	13.4954	2.0002
Si	1.9848	1.9507	1.9923
Si	1.9886	5.8043	2.0075
Si	1.9824	9.6278	2.0049
Si	5.8314	13.496	1.9973
Si	5.8287	1.9605	1.9974
Si	5.8392	5.7966	1.9879
Si	5.8347	9.6488	1.9772
Si	9.649	13.5242	1.9546
Si	9.6506	1.9775	1.951
Si	9.6532	5.8327	1.9602
Si	9.6563	9.6614	1.9594
Si	13.4897	13.5426	2.0192
Si	13.4928	1.9987	2.0171
Si	13.4888	5.8421	2.008
Si	13.4786	9.703	1.9972
Si	17.3431	13.5456	2.0189
Si	17.3432	2.0022	2.015
Si	17.345	5.8704	2.0332
Si	17.3316	9.6974	2.0243
Si	21.1841	13.5422	2.0756
Si	21.1869	2.0024	2.0728
Si	21.1849	5.8441	2.0662
Si	21.1791	9.7093	2.0648
Si	25.0196	13.5268	2.042
Si	25.0218	1.9854	2.0387
Si	25.0243	5.8487	2.0654
Si	25.023	9.6735	2.0544
Si	28.8845	13.5019	2.0591
Si	28.8825	1.9706	2.056
Si	28.8877	5.8019	2.0548
Si	28.888	9.6642	2.0495
Si	1.9792	15.4206	3.3608
Si	1.9792	3.8758	3.3604
Si	1.9805	7.7205	3.3783
Si	1.9785	11.5669	3.3547
Si	5.8255	15.4221	3.3552
Si	5.8297	3.8815	3.359
Si	5.8312	7.7276	3.3451
Si	5.8315	11.5696	3.3496
Si	9.6552	15.4435	3.3289
Si	9.6607	3.9009	3.327
Si	9.6599	7.7462	3.3413
Si	9.6555	11.5931	3.323
Si	13.4965	15.4623	3.3817
Si	13.4982	3.9203	3.3786
Si	13.4907	7.7721	3.364
Si	13.488	11.6138	3.3759
Si	17.3396	0.0806	3.3854
Si	17.3395	3.9288	3.3812
Si	17.3365	7.7827	3.4019
Si	17.3373	11.6215	3.3865
Si	21.184	15.4662	3.4267
Si	21.1795	3.9246	3.4274
Si	21.1805	7.7759	3.4137
Si	21.1805	11.6219	3.4294
Si	25.0234	15.452	3.4008
Si	25.0243	3.9098	3.4042
Si	25.0256	7.7641	3.4257
Si	25.026	11.605	3.4033
Si	28.8836	15.4325	3.4046
Si	28.8864	3.8886	3.415
Si	28.8876	7.7374	3.3988
Si	28.8889	11.5833	3.4102
Si	0.0549	15.4322	4.7303
Si	0.0578	3.8875	4.7366
Si	0.0507	7.735	4.7373
Si	0.0599	11.5833	4.7321
Si	3.9012	15.4218	4.7174
Si	3.9041	3.8816	4.7195
Si	3.9133	7.7285	4.721
Si	3.9049	11.5744	4.7115
Si	7.749	15.428	4.7121
Si	7.7529	3.8872	4.7154
Si	7.7459	7.7366	4.7165
Si	7.7503	11.5803	4.7116
Si	11.5637	15.4469	4.7226
Si	11.5681	3.9041	4.7251
Si	11.5715	7.7522	4.7271
Si	11.561	11.5995	4.7225
Si	15.4194	15.4606	4.751
Si	15.4195	3.919	4.7504
Si	15.4059	7.7678	4.7501
Si	15.412	11.612	4.7473
Si	19.2498	15.4664	4.7688
Si	19.2478	3.9253	4.7711
Si	19.2559	7.776	4.7714
Si	19.2481	11.6204	4.7703
Si	23.1106	15.4621	4.7756
Si	23.1072	3.9192	4.7775
Si	23.0992	7.7712	4.7791
Si	23.1089	11.6161	4.7748
Si	26.9518	15.4474	4.7536
Si	26.9525	3.9054	4.7602
Si	26.9634	7.7572	4.7617
Si	26.9558	11.6018	4.7561
Si	0.055	13.5105	6.0884
Si	0.0523	1.9657	6.0946
Si	0.0472	5.8126	6.0943
Si	0.0516	9.6642	6.0907
Si	3.8967	13.4981	6.0761
Si	3.8982	1.9564	6.0786
Si	3.9098	5.8053	6.0817
Si	3.9098	9.6564	6.0788
Si	7.7491	13.5044	6.0758
Si	7.7504	1.9605	6.0774
Si	7.7456	5.8108	6.0799
Si	7.7441	9.6606	6.0808
Si	11.5657	13.522	6.0891
Si	11.5718	1.9777	6.0935
Si	11.5784	5.8255	6.0945
Si	11.573	9.676	6.0923
Si	15.4184	13.534	6.1149
Si	15.4262	1.9937	6.1195
Si	15.413	5.8417	6.118
Si	15.4125	9.6888	6.1185
Si	19.2483	13.543	6.1308
Si	19.252	1.9998	6.1334
Si	19.2545	5.8496	6.1325
Si	19.2576	9.6986	6.1323
Si	23.1109	13.5401	6.1317
Si	23.1063	1.9962	6.1372
Si	23.0999	5.8457	6.1336
Si	23.1004	9.6967	6.1341
Si	26.9539	13.5274	6.1119
Si	26.9509	1.9815	6.1145
Si	26.9593	5.8329	6.1142
Si	26.9625	9.6838	6.1162
Si	1.9774	13.5089	7.4479
Si	1.9791	1.9593	7.4483
Si	1.9813	5.8099	7.4347
Si	1.9832	9.6639	7.4342
Si	5.8227	13.4979	7.4298
Si	5.8241	1.9499	7.4313
Si	5.8286	5.8048	7.4513
Si	5.8262	9.658	7.4505
Si	9.6543	13.5119	7.4645
Si	9.6558	1.9604	7.4642
Si	9.6578	5.8109	7.4558
Si	9.6552	9.666	7.4567
Si	13.4858	13.5221	7.461
Si	13.494	1.9787	7.4656
Si	13.4905	5.8278	7.4826
Si	13.4861	9.6764	7.477
Si	17.3313	13.5354	7.5011
Si	17.3392	1.9895	7.5077
Si	17.3321	5.8436	7.4937
Si	17.3356	9.6911	7.4903
Si	21.1797	13.5446	7.4809
Si	21.1776	2.0012	7.4934
Si	21.1769	5.8499	7.4998
Si	21.1781	9.7014	7.4992
Si	25.037	13.5412	7.4859
Si	25.0341	1.9918	7.4887
Si	25.0342	5.8483	7.4739
Si	25.0345	9.7005	7.4727
Si	28.8966	13.5253	7.4403
Si	28.8916	1.9796	7.4453
Si	28.8939	5.8288	7.4568
Si	28.9013	9.6863	7.4539
Si	1.9738	15.4282	8.8178
Si	1.9793	3.8902	8.7955
Si	1.9851	7.7379	8.7817
Si	1.9737	11.5814	8.8008
Si	5.818	15.4139	8.7944
Si	5.8275	3.8635	8.795
Si	5.8294	7.733	8.8146
Si	5.8213	11.5895	8.8064
Si	9.6512	15.428	8.8405
Si	9.6537	3.8856	8.8216
Si	9.658	7.7373	8.8107
Si	9.6525	11.5857	8.8258
Si	13.4933	15.4393	8.8299
Si	13.4926	3.892	8.8401
Si	13.491	7.7538	8.8521
Si	13.4847	11.6058	8.835
Si	17.3408	15.4508	8.8796
Si	17.3435	3.9207	8.8629
Si	17.344	7.7695	8.8546
Si	17.3368	11.6071	8.8627
Si	21.1794	15.4605	8.8484
Si	21.179	3.9218	8.859
Si	21.1784	7.7783	8.8619
Si	21.1825	11.6335	8.8517
Si	25.0369	15.4596	8.8551
Si	25.0321	3.9271	8.8309
Si	25.0325	7.7795	8.8216
Si	25.0378	11.6184	8.8408
Si	28.8938	15.445	8.8006
Si	28.8833	3.8988	8.8062
Si	28.9015	7.7628	8.8067
Si	28.8974	11.6165	8.8092
Si	0.0342	15.4388	10.1641
Si	0.0457	3.8918	10.1395
Si	0.0701	7.7545	10.1409
Si	0.0497	11.6055	10.1608
Si	3.9081	15.4085	10.1677
Si	3.9071	3.8638	10.1496
Si	3.8914	7.7278	10.1557
Si	3.8949	11.5851	10.1604
Si	7.7126	15.4115	10.1894
Si	7.7308	3.8569	10.1815
Si	7.7526	7.7286	10.1856
Si	7.7303	11.59	10.1879
Si	11.5804	15.4373	10.2022
Si	11.565	3.8795	10.1985
Si	11.5537	7.7415	10.2041
Si	11.5652	11.5944	10.2025
Si	15.3987	15.4287	10.222
Si	15.4134	3.8917	10.2126
Si	15.4247	7.7706	10.2143
Si	15.4012	11.599	10.21
Si	19.2787	15.4446	10.2406
Si	19.2663	3.9244	10.2391
Si	19.2582	7.7696	10.2365
Si	19.2674	11.6231	10.2251
Si	23.1002	15.4676	10.2087
Si	23.115	3.9342	10.2024
Si	23.1203	7.7897	10.1983
Si	23.1121	11.6373	10.2027
Si	26.9865	15.4594	10.1818
Si	26.9598	3.9267	10.1748
Si	26.9668	7.8002	10.1537
Si	26.9774	11.6323	10.1762
O	25.3581	2.6804	31.2331
O	7.6855	5.1406	32.5467
O	6.1453	8.9745	32.0226
O	-2.6823	8.6816	27.863
O	25.3115	12.0334	32.1837
O	5.8068	12.9066	31.9954
O	-2.2242	4.7737	31.9582
O	-2.2636	12.3827	32.0964
O	1.1636	4.5384	32.1447
O	-2.0203	2.3122	31.0388
O	0.389	7.37	27.9558
O	1.8243	8.6384	29.6459
O	-1.5577	11.9849	29.6465
O	0.2207	12.7525	31.5912
O	3.7078	1.1933	31.478
O	6.2165	1.4634	32.1137
O	2.5701	9.0784	32.0561
O	-0.3138	2.2795	18.4045
O	7.6335	3.7714	19.9471
O	-1.4029	9.5203	19.0985
O	-0.2352	13.7195	18.5027
O	2.0581	2.5534	19.3693
O	3.7327	5.938	18.3651
O	3.4836	9.2553	18.351
O	2.2104	14.0682	19.4314
O	7.6395	1.6778	18.4178
O	5.8959	5.8	19.9461
O	8.0638	5.9358	18.5065
O	6.0835	9.8003	22.1371
O	8.076	9.7701	18.4028
O	7.1816	13.2861	18.4448
O	25.1259	14.1045	20.1495
O	11.6512	13.5589	18.7107
O	24.1685	15.7024	30.8888
O	20.8839	12.0166	29.7734
O	9.7534	6.5438	23.2088
O	25.4754	5.2188	30.5326
O	23.3392	8.7657	30.2172
O	23.354	12.4727	30.5311
O	24.8215	14.7294	28.1335
O	27.0135	14.2831	23.1055
O	-3.1183	4.0647	29.5269
O	-1.929	4.0852	24.088
O	26.1755	12.635	27.398
O	-0.0096	0.8649	25.7224
O	2.0233	3.6429	29.7795
O	3.9255	5.6256	28.7393
O	0.3416	11.5376	27.9119
O	-0.7618	10.2847	31.4404
O	2.336	14.3169	31.0895
O	3.37	1.949	28.2546
O	4.4032	12.6333	29.2595
O	2.2022	11.8049	30.3175
O	27.7846	2.9675	19.9569
O	26.6351	0.6607	19.3566
O	26.7491	5.4066	20.1046
O	27.3955	7.8057	19.3272
O	24.8675	12.8841	23.8248
O	0.2302	15.217	20.6578
O	-3.2261	2.0888	25.2284
O	0.3632	4.5905	19.6215
O	4.6119	13.0938	20.1135
O	-1.504	10.9968	21.8078
O	-0.046	2.3763	21.017
O	27.2192	12.4833	24.9786
O	4.2066	1.2186	20.1981
O	6.5201	13.9569	24.6465
O	3.4851	5.9223	20.9705
O	4.353	3.7516	19.6801
O	3.8978	10.2964	23.4321
O	11.255	15.8462	26.6225
O	2.7527	11.5928	19.1135
O	8.5819	1.4391	20.8568
O	11.1868	10.4642	23.24
O	7.4578	12.0682	26.2012
O	5.288	12.3632	22.5531
O	8.2791	11.6927	20.2274
O	-1.3359	13.5076	22.5602
O	10.8656	6.3278	29.1243
O	27.207	10.2847	20.2973
O	26.689	10.308	26.3462
O	5.1108	1.0727	24.8971
O	-2.6465	6.5947	23.3133
O	23.7005	9.4844	27.7507
O	0.5099	11.8375	23.2988
O	25.6873	8.4077	29.0825
O	-1.1171	3.1457	26.4003
O	2.0896	6.94	23.0097
O	-0.8043	13.9334	28.1456
O	0.3783	12.598	20.7775
O	-0.1683	5.8015	23.3197
O	2.8992	11.0889	27.8351
O	26.7996	11.6706	22.5159
O	-3.3278	14.6976	28.4134
O	25.8755	13.2153	29.9594
O	22.3038	12.4638	24.4244
O	4.8174	15.2748	28.888
O	27.6184	9.1143	22.5846
O	9.0473	13.8991	25.1392
O	4.1618	5.3903	23.4752
O	-2.6142	8.5281	25.0951
O	3.6877	3.1946	24.9595
O	6.2227	1.5995	21.9138
O	5.571	13.609	27.1014
O	4.9911	11.9169	25.1572
O	-1.839	5.7107	18.6755
O	22.8512	6.6549	31.7205
O	7.4424	7.7265	22.9873
O	3.7339	1.7633	22.7423
O	2.4711	0.8437	24.8649
O	1.5097	1.1258	30.0376
O	4.2994	5.4402	26.111
O	1.6288	11.8547	25.6711
O	0.8848	2.3121	27.7661
O	5.8565	1.7989	27.3045
O	4.0008	7.428	30.6472
O	3.731	9.8174	20.8768
O	0.913	14.1238	24.5605
O	26.3065	3.7148	22.0462
O	-3.3663	6.5649	29.3045
O	9.2492	3.9018	25.1296
O	4.0095	10.0143	29.9735
O	9.9597	2.8179	19.0998
O	4.7591	14.8452	22.0494
O	1.2825	9.4477	26.5934
O	0.7854	7.2803	25.3456
O	-2.0095	4.7352	21.6348
O	24.4017	2.0567	21.1854
O	6.183	6.1839	29.9279
O	2.9615	12.7661	23.6454
O	17.3798	5.4314	24.9024
O	7.5095	5.1702	23.6042
O	-3.3295	4.5547	26.1971
O	19.9292	3.7799	26.6258
O	1.3112	6.1261	30.0904
O	26.1625	7.7116	26.5286
O	25.6457	4.9226	27.9866
O	10.4717	14.438	31.1331
O	23.1981	4.1496	31.4637
O	10.2861	4.92	32.2497
O	22.351	9.0194	32.6347
O	21.3752	12.6125	32.2433
O	13.8739	5.098	32.3029
O	13.7063	10.103	30.6808
O	13.6809	12.4278	31.9495
O	17.2227	0.8077	32.1744
O	17.7095	4.8236	32.1466
O	14.0249	2.851	31.0195
O	13.0484	7.5425	30.2247
O	17.3215	8.2908	29.4105
O	14.6778	12.2626	29.464
O	14.9334	15.7829	30.8241
O	21.9028	1.0554	32.0912
O	17.5361	8.7508	31.9854
O	19.7413	8.7814	33.2141
O	23.4042	2.9675	16.7717
O	15.2879	2.1082	18.46
O	22.3175	6.0391	20.8883
O	15.8417	5.956	18.364
O	12.823	9.4045	19.728
O	15.0056	9.5838	18.3988
O	17.1839	2.0297	20.3408
O	18.6205	1.9552	18.2194
O	17.3856	9.6535	17.4101
O	19.818	9.3098	18.3626
O	19.4282	13.6164	18.509
O	17.0204	12.6629	19.1568
O	21.1136	1.8869	17.4754
O	23.321	1.3482	18.7927
O	18.7511	6.7349	20.0404
O	23.2283	5.9894	18.4171
O	21.7171	10.971	19.0226
O	23.1442	13.7715	18.3657
O	9.2593	14.121	19.6629
O	26.8707	13.6115	18.2559
O	14.8636	0.872	20.7752
O	6.7228	13.5824	29.5624
O	8.8277	4.944	30.1252
O	8.6114	9.6329	31.2931
O	8.3702	12.8652	31.4408
O	13.2298	0.8645	28.353
O	13.4006	14.7766	22.3518
O	13.1176	4.9842	29.783
O	21.7098	5.7162	26.5378
O	13.7509	4.3284	24.7999
O	11.9284	11.4519	27.8791
O	-0.5129	4.2232	30.0792
O	15.577	2.2637	28.7195
O	20.9613	5.2736	30.3805
O	13.0895	6.6384	27.7479
O	14.4371	11.1367	27.1203
O	14.7868	7.5761	20.1565
O	16.5362	13.8321	31.2387
O	21.7921	14.4766	30.3803
O	22.2627	1.5145	29.5204
O	19.1616	11.2636	28.0165
O	18.3279	12.227	30.3711
O	11.2103	0.573	19.6042
O	11.3351	15.4002	23.8501
O	10.9503	7.6468	19.3357
O	15.1974	0.8658	26.6037
O	15.9816	14.4778	22.3911
O	16.4859	15.2098	19.021
O	11.5867	4.1026	26.232
O	14.9709	10	21.0329
O	23.6515	14.0977	25.8511
O	18.5968	13.6273	21.0316
O	16.204	9.9576	23.2951
O	16.028	11.308	31.4669
O	12.5941	11.1008	25.3277
O	19.8486	2.3178	20.5543
O	21.6777	0.707	21.5418
O	10.7684	0.909	29.3054
O	18.3774	4.2259	19.5451
O	25.2688	3.0907	26.0117
O	19.0081	11.8723	22.9634
O	13.7962	3.0801	27.074
O	19.2071	11.3656	19.8508
O	17.487	2.926	30.316
O	22.9467	3.7561	19.7614
O	22.3948	10.5511	22.7304
O	22.8859	10.1542	25.3893
O	22.6644	13.6952	20.9275
O	24.1034	11.7651	19.7118
O	23.0305	14.7148	23.3363
O	11.9188	12.9318	23.5832
O	23.7242	7.7689	25.6337
O	23.8915	3.7815	23.1052
O	10.335	10.1874	19.8071
O	12.7879	9.1216	27.055
O	18.91	1.6783	25.4374
O	14.349	6.2753	23.2115
O	6.6981	11.0739	30.4088
O	13.165	4.0898	22.2716
O	6.8496	8.687	29.477
O	9.6941	12.7505	27.435
O	19.486	6.9139	25.7536
O	20.0687	6.6676	22.2651
O	16.7512	12.1118	27.7019
O	14.7808	13.7524	27.2952
O	14.2765	7.5601	25.5388
O	14.7509	13.6772	20.2644
O	22.0607	3.5262	25.0468
O	23.1241	0.9673	27.0577
O	2.9183	7.4216	27.036
O	20.0658	6.7059	28.3211
O	17.9879	8.3236	22.0711
O	12.5917	1.9916	24.9782
O	24.8976	8.3557	32.2793
O	-1.8671	0.6164	22.0475
O	0.5165	0.9016	23.1082
O	10.4725	12.1872	29.9199
O	9.7479	11.3014	25.2434
O	20.5639	1.3987	27.4942
O	13.8685	8.7675	23.1761
O	5.6194	7.2327	27.6001
O	17.6576	5.7133	22.2657
O	25.0434	10.7521	29.7776
O	18.2391	14.2106	23.6309
O	18.2455	3.4363	23.503
O	21.4031	3.1652	22.5044
O	11.7397	5.3027	20.2205
O	13.3605	14.8528	25.3898
O	13.2252	6.5238	18.4113
O	9.153	7.1464	31.4409
O	22.2814	8.0153	22.5328
O	19.5665	1.2985	22.952
O	17.0196	1.101	23.759
O	-0.5811	7.8438	30.4993
O	8.2264	9.1057	20.8837
O	18.2381	11.451	25.539
O	1.9447	5.0595	24.8223
O	20.4875	10.4849	24.5798
O	4.4468	7.8436	22.4922
O	19.3976	7.3347	30.7717
O	20.7272	9.4665	20.9109
O	15.966	14.3533	24.9988
O	11.7662	14.0205	28.4581
O	11.1557	9.0765	30.9257
O	-1.4227	1.0637	27.9652
O	19.3134	9.8615	30.2547
O	25.3828	2.9549	18.9533
O	25.5106	15.8928	25.8977
O	17.3103	9.5976	27.1356
O	17.3703	7.9903	24.6027
O	25.464	1.7976	23.6327
O	15.7174	4.8631	30.4288
O	23.2838	9.4133	20.4694
O	1.2692	9.5901	19.8839
O	25.8658	7.7125	23.9767
O	22.2969	3.3685	27.6484
O	20.6585	13.8982	22.5911
O	22.0569	5.5597	23.4602
O	10.1868	6.2964	25.7896
O	9.4778	4.6152	27.6439
O	15.1425	8.2856	27.9344
O	10.0028	8.6953	24.789
O	12.0706	7.1639	24.1738
O	5.4428	2.2913	29.8058
O	14.3056	4.874	20.1346
O	12.3627	0.8335	31.3695
O	-2.9034	8.9649	30.4365
O	17.2195	6.9901	27.0514
O	0.1176	7.3395	19.3483
O	8.2219	5.9893	21.1598
O	18.0813	2.2633	27.8258
O	18.3263	5.2589	29.6494
O	11.1259	14.0856	21.3941
O	-1.6431	15.2277	30.3343
O	9.8487	1.3957	31.9219
O	8.4796	10.1729	23.2471
O	25.1069	5.5878	25.4523
O	-2.0887	11.8828	27.049
O	8.2584	2.6967	23.1018
O	12.4731	2.8308	20.0619
O	6.7104	3.1812	25.1983
O	6.9559	13.7735	21.0101
O	8.1061	15.4573	23.1173
O	-3.9275	15.9068	31.4844
O	20.7758	5.1625	19.0272
O	8.2479	6.8026	28.3662
O	7.613	0.74	25.6156
O	13.8265	11.2868	23.0068
O	27.7625	14.0757	20.6272
O	21.4899	8.3265	26.8039
O	15.7672	4.1262	23.1451
O	17.258	15.8237	29.5916

Results
total energy: -222121.271 eV
total energy less fixed offsets of O -438.35, Si -107.03 eV per atom: -6.741 eV

Forces (eV/angstrom), in the order of the atoms: element, x, y, z
Si	0.0041	-0.0467	-0.0011
Si	0.2002	0.1121	0.6445
Si	0.3578	0.0043	0.4998
Si	0.1006	-0.0766	0.0152
Si	0.2502	-0.1577	0.5844
Si	0.0298	-0.0504	-0.0279
Si	-0.1093	-0.1675	0.5665
Si	0.2433	0.2105	0.6334
Si	-0.4156	0.2067	0.6172
Si	-0.1875	-0.0447	0.0715
Si	-0.0534	0.0674	0.0887
Si	0.0455	0.0202	-0.037
Si	0.0214	-0.0551	-0.0285
Si	0.283	-0.1505	0.5767
Si	0.0281	-0.0581	0.025
Si	0.0232	-0.015	0.061
Si	-0.1382	0.0405	0.1557
Si	-0.2064	-0.0543	0.6102
Si	0.1243	0.0041	0.1555
Si	-0.026	0.0388	0.0386
Si	0.0532	-0.0268	-0.0674
Si	-0.0285	0.1873	0.1927
Si	-0.0523	0.0358	0.1003
Si	-0.1056	0.0084	0.6829
Si	-0.0122	-0.0335	-0.0353
Si	0.463	0.0506	0.4103
Si	0.3063	-0.1991	0.7315
Si	-0.0599	-0.0472	0.191
Si	0.0427	0.0205	0.0301
Si	-0.0079	0.0075	-0.0078
Si	-0.2919	-0.0956	0.6146
Si	-0.0152	0.0192	-0.0403
Si	-0.0154	0.0205	0.0127
Si	-0.0284	0.0436	-0.0678
Si	0.0189	-0.0193	-0.0366
Si	0.0033	-0.0132	0.0053
Si	0.0121	-0.0583	-0.0118
Si	-0.0288	0.0173	-0.0804
Si	0.0153	0.0118	0.0034
Si	-0.0043	-0.0498	-0.0064
Si	-0.0736	0.0303	0.0071
Si	0.0011	0.022	-0.0114
Si	-0.0221	-0.0429	-0.032
Si	-0.0258	-0.0036	0.0671
Si	-0.4226	-0.0281	0.3006
Si	0.033	0.0825	-0.0118
Si	-0.2493	-0.0486	0.6085
Si	-0.1053	0.7306	0.3153
Si	0.0022	-0.0373	0.0234
Si	0.0009	0.0271	0.0509
Si	0.0086	-0.0059	0.0472
Si	0.0053	0.0378	-0.0226
Si	0.0303	0.0092	-0.0137
Si	0.0052	-0.0089	-0.0071
Si	0.0141	-0.0312	-0.0806
Si	0.005	-0.0466	-0.0243
Si	0.0043	-0.0298	0.0136
Si	0.0342	-0.0085	0.0241
Si	-0.0149	0.0037	0.021
Si	0.0037	0.0424	-0.0166
Si	0.009	0.0474	-0.0077
Si	-0.0351	0.0343	-0.0482
Si	-0.0127	0.0106	-0.0148
Si	-0.0166	-0.0288	-0.0614
Si	0.0094	-0.0186	-0.0549
Si	0.0134	0.0037	0.0059
Si	-0.006	-0.0003	0.0165
Si	0.0091	-0.0055	0.0091
Si	-0.0341	0.0036	0.04
Si	0.0001	0.0078	-0.0013
Si	-0.0108	0.0252	0.0231
Si	0.0127	-0.0239	0.0179
Si	-0.0001	0.0001	-0.097
Si	-0.0363	0.0333	-0.0105
Si	-0.0166	0.0041	-0.0128
Si	-0.0164	-0.022	0.0249
Si	0.0189	0.026	0.0185
Si	0.0008	0.0083	-0.0325
Si	0.004	-0.0126	0.0148
Si	-0.0104	-0.0162	-0.0151
Si	-0.0128	0.0072	0.0177
Si	-0.0067	-0.0047	0.0262
Si	-0.0202	0.0097	0.0088
Si	0.0234	0.0075	0.0245
Si	0.0027	-0.0141	0.0163
Si	0.0009	-0.0151	0.0232
Si	0.04	0.0065	0.0132
Si	-0.0134	-0.0055	0.0158
Si	-0.0081	0.0157	0.0176
Si	-0.0087	0.0126	0.0167
Si	-0.0224	0.0026	0.0227
Si	-0.0144	-0.011	0.0181
Si	0.0313	-0.0066	0.0202
Si	0.0072	-0.0135	0.0156
Si	0.019	0.0043	0.0025
Si	-0.0078	0.0126	0.0148
Si	0.0015	0.0118	-0.0091
Si	-0.0155	0.0129	-0.0301
Si	-0.0024	-0.0112	-0.0187
Si	-0.0024	-0.0021	-0.0105
Si	-0.0074	-0.0052	-0.0447
Si	-0.0024	-0.0068	-0.0331
Si	-0.011	-0.0132	-0.0311
Si	-0.0139	-0.0048	-0.0378
Si	-0.0011	0.0027	-0.0313
Si	0.0097	0.0053	-0.0249
Si	0.0083	-0.0099	-0.0267
Si	-0.0009	0.0073	-0.0266
Si	-0.0031	-0.0029	-0.0319
Si	0.0114	0.0127	-0.0381
Si	0.0142	-0.002	-0.0231
Si	0.0005	0.0152	-0.0326
Si	0.0046	-0.0366	0.0264
Si	0.0158	0.0051	-0.0334
Si	0.0204	0.0074	-0.0146
Si	-0.0012	0.0178	0.0073
Si	0.0138	-0.0155	-0.0117
Si	-0.0087	0.0103	0.0313
Si	0.0003	0.006	0.0327
Si	0.0122	0.0316	0.0041
Si	0.0086	-0.0045	0.049
Si	0.0097	0.0013	-0.0079
Si	-0.0053	-0.0053	-0.007
Si	0.0147	0.0078	0.0281
Si	-0.0137	-0.0219	-0.0037
Si	-0.0097	0.0101	0.0336
Si	-0.0077	-0.0055	0.0215
Si	-0.0246	0.006	-0.0063
Si	0.0002	0.0327	-0.0033
Si	-0.0032	-0.0287	0.0285
Si	-0.0087	0.0164	-0.0081
Si	-0.0067	0.0543	0.0157
Si	-0.0185	-0.0051	0.0017
Si	0.0076	0.0582	0.0305
Si	-0.0437	0.0174	0.0218
Si	-0.008	-0.0766	0.0471
Si	-0.038	0	0.0087
Si	-0.0077	-0.0409	0.0407
Si	0.0205	0.007	-0.007
Si	-0.0239	0.0348	0.0311
Si	0.0039	0.017	-0.0022
Si	-0.0034	0.0761	0.0324
Si	0.031	-0.0042	0.0225
Si	0.0175	-0.0544	0.0441
Si	-0.0401	-0.0559	0.0569
Si	0.0554	-0.0547	-0.0499
Si	-0.0161	0.059	-0.0102
Si	0.0142	0.0055	0.0277
Si	0.0111	-0.0033	0.0554
Si	-0.0219	-0.0144	0.048
Si	-0.0323	-0.0335	0.0473
Si	0.0029	-0.0037	0.0055
Si	-0.3201	0.1588	-0.6406
Si	0.0169	-0.0182	0.0254
Si	0.03	-0.0149	0.0812
Si	0.0262	0.014	0.037
Si	0.0192	-0.0088	0.061
Si	0.0098	0.0151	0.0157
Si	-0.0026	-0.0183	0.0166
Si	0.0345	0.0071	-0.005
Si	-0.1585	-0.063	-0.628
Si	-0.0332	-0.0157	-0.006
Si	0.002	-0.0091	0.0052
Si	-0.0934	-0.0319	-0.0886
Si	0.0425	0.0154	0.0024
Si	-0.2454	-0.1336	-0.6304
Si	-0.1753	0.1944	-0.606
Si	-0.0029	0.0055	0.0352
Si	-0.0588	-0.0159	0.0775
Si	0.1505	-0.1179	-0.6637
Si	0.173	-0.0131	-0.6918
Si	-0.1556	0.0137	-0.7535
Si	0.0744	-0.0019	-0.0065
Si	-0.0134	-0.0025	-0.0683
Si	-0.002	-0.019	0.0123
Si	0.2112	0.0031	-0.5678
Si	0.2537	-0.0338	-0.6219
Si	-0.2913	-0.0439	-0.6611
Si	-0.3095	0.1491	-0.6539
Si	-0.0288	-0.0776	-0.1908
Si	-0.0557	0.0335	-0.2486
Si	0.3323	-0.0099	-0.5836
Si	0.2417	0.0761	-0.7248
Si	-0.24	-0.0995	-0.7567
Si	0.0678	-0.0766	-0.7246
Si	-0.06	0.0076	-0.2094
Si	-0.0155	-0.1708	-0.1399
Si	0.2514	0.1417	-0.6638
Si	-0.0208	0.0524	-0.1612
Si	0.0052	-0.0344	-0.2251
Si	-0.003	0.0332	-0.2768
Si	-0.0041	-0.0902	-0.1446
Si	-0.0806	-0.0677	-0.0536
Si	0.0605	0.0807	-0.0573
Si	-0.0547	0.0933	-0.1618
Si	-0.0485	0.0699	-0.0208
Si	-0.0895	0.0714	0.0115
Si	0.0073	0.0715	-0.0771
Si	-0.0108	-0.0005	0.068
Si	-0.0688	0.1484	0.0807
Si	-0.0132	0.0445	-0.1255
Si	-0.1093	-0.0937	-0.0934
Si	-0.2804	-0.0169	0.6911
Si	0.0132	0.0437	-0.2068
Si	-0.0335	-0.0553	-0.0527
Si	-0.0213	0.0009	-0.0447
Si	0.0133	0.0662	0.0081
Si	0.024	0.0649	0.0501
Si	0.117	0.0013	-0.0294
Si	0.0602	-0.0514	0.0539
Si	-0.1051	-0.134	-0.0673
Si	0.0349	-0.1809	0.041
Si	-0.0692	-0.1089	-0.1445
Si	0.0605	-0.0187	0.0723
Si	0.0591	-0.0798	0.1188
Si	0.0089	-0.006	-0.1559
Si	-0.0454	0.006	-0.1046
Si	-0.0397	-0.0891	-0.0299
Si	0.0559	-0.045	0.0468
Si	-0.0151	-0.0208	0.0862
Si	0.0031	-0.0002	-0.04
Si	0.0126	0.104	0.0847
Si	-0.0871	-0.0404	-0.0845
Si	0.3366	-0.1849	0.6125
Si	-0.1079	-0.0395	0.0318
Si	-0.0144	0.0214	-0.0593
Si	0.192	-0.209	0.1154
Si	0.0363	-0.0862	-0.0094
Si	-0.113	0.0304	0.0342
Si	-0.0202	0.0533	0.1111
Si	0.0313	-0.0642	-0.0099
Si	0.0016	0.0301	-0.0055
Si	0.0147	0.0292	0.0698
Si	0.0182	-0.0258	0.1072
Si	-0.0617	-0.4514	0.4458
Si	-0.0188	0.151	0.0208
Si	-0.0148	-0.0621	0.1889
Si	-0.0577	0.1592	-0.032
Si	0.0064	-0.0189	0.0261
Si	-0.104	-0.1405	0.0188
Si	-0.2209	-0.1384	0.4887
Si	0.0221	0.0367	0.197
Si	-0.0537	-0.005	0.1008
Si	-0.007	0.0627	0.0792
Si	0.2397	0.0282	0.7214
Si	0.1948	-0.0223	0.664
Si	-0.044	0.016	0.7387
Si	0.0626	0.0153	0.0628
Si	0.0873	0.0964	0.1957
Si	0.0067	0.1334	0.1216
Si	0.1329	0.0467	0.0282
Si	0.0521	0.0438	-0.0329
Si	-0.4167	-0.0336	0.502
Si	0.1403	0.0161	0.6055
Si	-0.1127	0.1016	0.0418
Si	-0.0655	-0.0472	0.1829
Si	-0.0374	-0.0133	0.119
Si	-0.2653	-0.13	0.5846
Si	0.3366	-0.1213	0.4976
Si	0.0559	-0.0902	0.0679
Si	-0.0273	0.0035	0.0535
Si	0.0451	0.0601	0.1926
Si	0.0692	0.0071	0.0273
Si	-0.2209	0.0301	0.5016
Si	0.0039	0.0614	-0.0115
Si	0.3281	-0.07	0.6663
Si	-0.393	0.0128	0.834
Si	0.104	-0.0923	0.0337
Si	0.026	-0.0381	-0.0002
Si	0.0156	0.0579	-0.009
Si	0.15	-0.1561	0.7241
Si	-0.0035	0.0239	-0.0583
Si	-0.036	0.0119	0.0209
Si	0.0283	-0.0866	-0.0566
Si	-0.0123	0.0023	-0.0416
Si	-0.0563	-0.0363	0.0143
Si	-0.0343	0.0355	-0.0105
Si	-0.0161	-0.0136	-0.0618
Si	-0.0019	0.0073	-0.0518
Si	0.058	0.0013	0.0008
Si	-0.1366	0.0585	0.5866
Si	-0.0085	-0.0061	0.0141
Si	-0.0094	-0.0438	-0.0937
Si	-0.026	-0.0443	0.0235
Si	-0.0477	-0.0527	-0.0195
Si	0.0155	0.0054	-0.0518
Si	-0.3252	0.1143	0.6279
Si	0.1143	-0.0738	0.2194
Si	0.0042	-0.0096	0.0274
Si	-0.0279	0.0136	0.0285
Si	0.0017	-0.0333	0.0067
Si	0.0103	0.0193	-0.0531
Si	-0.0112	0.0328	-0.0095
Si	-0.0112	0.007	0.0087
Si	-0.046	0.0126	-0.0388
Si	-0.0232	-0.026	-0.0396
Si	-0.0069	-0.0425	-0.019
Si	0.022	-0.0166	0.0192
Si	-0.0077	0.0158	0.0305
Si	-0.0094	0.0458	-0.0107
Si	0.0235	0.0183	-0.0426
Si	0.0061	-0.0003	-0.0709
Si	-0.0515	-0.0001	0.005
Si	-0.0183	-0.0166	-0.0412
Si	-0.0029	0.008	-0.0527
Si	0.0161	-0.0054	0.0109
Si	0.0205	0.0003	-0.0086
Si	0.0003	0.0226	0.0089
Si	0.0503	0.0086	0.034
Si	-0.0046	0.0032	0.0182
Si	0.007	-0.0022	0.0142
Si	0.0119	0.0285	-0.0317
Si	-0.0017	-0.0023	-0.0552
Si	-0.0106	0.0145	0.0012
Si	0.0107	-0.0007	-0.0102
Si	-0.0112	-0.0194	0.0081
Si	0.0008	-0.0029	0.0361
Si	0.0064	0.0281	-0.0425
Si	0.0157	-0.01	0.0153
Si	0.0014	-0.0218	-0.0284
Si	-0.03	0.0003	0.026
Si	0.0137	-0.0003	0.0119
Si	-0.0378	-0.0006	0.0257
Si	0.003	-0.0063	0.0371
Si	0.015	-0.0071	0.0191
Si	-0.016	-0.0152	0.025
Si	0.0244	-0.0007	0.0093
Si	-0.0098	-0.008	0.0261
Si	-0.0258	0.0079	0.0197
Si	0.0032	0.0172	0.0284
Si	-0.0283	0.0059	0.0239
Si	-0.0078	0.0031	0.0364
Si	0.0251	0.0088	0.0218
Si	0	0.0022	0.0351
Si	0.0256	-0.0057	0.0268
Si	-0.0043	-0.0148	0.0265
Si	0.0032	-0.0011	-0.0252
Si	0.0002	-0.0083	-0.0222
Si	0.0038	-0.0081	-0.0284
Si	0.0084	0.011	-0.0397
Si	-0.0026	0.003	-0.0161
Si	0.0206	0.0095	-0.008
Si	-0.0148	0.0046	-0.0203
Si	0.0029	-0.0053	-0.0055
Si	-0.0072	-0.003	-0.0138
Si	-0.0046	0.0159	-0.0177
Si	-0.007	0.0035	-0.0338
Si	-0.0067	-0.0206	-0.0209
Si	-0.0009	0.0058	-0.0264
Si	0.0124	0.0058	-0.0336
Si	0.0147	-0.0055	-0.0251
Si	0.0134	0.0226	-0.0244
Si	0.0037	-0.0124	0.0349
Si	-0.0006	0.0112	-0.0178
Si	-0.0238	-0.0161	-0.0176
Si	0.0023	0.0041	0.0296
Si	-0.0182	-0.0244	-0.0231
Si	-0.0062	0.0204	0.0292
Si	-0.0087	0.0112	0.0276
Si	0.0087	-0.0048	0.0142
Si	0.0005	0.0027	0.0055
Si	0.0242	0.0037	-0.0006
Si	-0.0013	-0.0026	-0.0068
Si	0.0212	0.0293	0.0126
Si	-0.0079	-0.0128	0.017
Si	0.0223	0.0244	0.0269
Si	-0.0266	-0.0071	0.0476
Si	0.0077	0.0387	-0.0147
Si	-0.0228	0.0085	0.0145
Si	-0.003	-0.0611	0.0248
Si	0.0202	0.0204	-0.0017
Si	-0.0109	0.0456	0.0206
Si	-0.0022	0.0346	-0.0227
Si	-0.0032	0.0217	0.0369
Si	0.0072	-0.0248	0.0073
Si	0.0014	-0.067	-0.0124
Si	-0.0059	-0.011	-0.0357
Si	0.0423	-0.0605	0.0353
Si	0.0214	0.0131	-0.0151
Si	-0.0145	0.0381	0.0118
Si	-0.0097	0.0224	-0.0079
Si	-0.0369	0.042	0.0118
Si	0.0294	-0.0228	-0.0161
Si	0.0039	-0.0206	0.008
Si	0.0067	-0.0279	0.0553
Si	0.1543	-0.0957	-0.5974
Si	-0.2767	-0.0012	-0.8044
Si	0.0575	-0.0022	0.0386
Si	-0.0253	-0.0004	0.0475
Si	0.0246	-0.0174	0.0068
Si	0.0118	0.0574	0.0258
Si	-0.001	0.013	0.0213
Si	0.0819	-0.5181	-0.4076
Si	-0.1045	0.4397	-0.4414
Si	-0.0522	-0.0011	0.0396
Si	-0.0036	-0.0083	0.0194
Si	0.0069	-0.0228	0.0639
Si	0.0151	-0.0011	-0.0038
Si	0.0199	0.023	0.0228
Si	0.0477	0.0496	0.0116
Si	-0.2687	-0.0353	-0.6094
Si	0.0232	-0.0094	-0.0104
Si	0.0138	0.0348	0.06
Si	-0.341	-0.1357	-0.5236
Si	-0.1478	0.0222	-0.7534
Si	-0.0221	-0.0589	0.0085
Si	0.2884	0.0879	-0.688
Si	0.2709	-0.107	-0.5721
Si	-0.0049	-0.034	0.039
Si	0.2807	-0.0285	-0.5309
Si	0.0584	0.0014	-0.0196
Si	-0.3295	-0.1061	-0.571
Si	0.0336	-0.0055	-0.0263
Si	-0.0471	0.0118	0.0204
Si	0.0216	0.0243	0.0472
Si	0.3599	0.0044	-0.6266
Si	0.2032	0.0473	-0.7062
Si	-0.3117	-0.2383	-0.5855
Si	-0.0641	0.048	-0.8031
Si	0.2108	-0.1464	-0.1947
Si	-0.0238	-0.0157	-0.1571
Si	0.0227	0.0246	-0.1074
Si	0.0979	-0.1636	-0.1466
Si	-0.0434	-0.0176	-0.0127
Si	0.015	-0.0266	-0.0949
Si	-0.0637	0.236	-0.5455
Si	0.0447	0.0112	-0.034
Si	0.1079	0.0342	-0.0692
Si	0.015	0.045	-0.0565
Si	0.0594	0.0056	-0.1424
Si	0.1866	-0.3128	-0.5546
Si	-0.0126	0.0173	-0.1828
Si	-0.0183	0.0091	-0.2273
Si	-0.0147	0.0624	-0.0655
Si	0.1279	-0.1542	-0.1129
Si	0.1068	-0.0684	0.0202
Si	0.0052	-0.0379	-0.1285
Si	0.0762	-0.0695	-0.0206
Si	-0.0188	0.0146	-0.0836
Si	-0.0444	-0.1497	0.2577
Si	-0.0407	0.0072	0.057
Si	-0.3569	-0.4031	-0.1016
Si	-0.1988	0.1818	0.0417
Si	0.024	0.0724	-0.0545
Si	-0.0566	-0.0587	-0.2281
Si	-0.0619	0.0432	0.017
Si	0.0337	-0.0173	-0.0089
Si	0.0561	0.0705	0.1121
Si	0.0907	0.0008	-0.0307
Si	0.0606	0.0689	0.0613
Si	-0.0477	0.0152	-0.0181
Si	0.0117	-0.1577	-0.0071
Si	0.0018	-0.0356	-0.1411
Si	0.5098	0.3383	0.0568
Si	-0.0617	0.0469	-0.0254
Si	-0.0111	0.0224	-0.1034
Si	-0.0559	0.0848	-0.0148
Si	-0.0208	0.0841	-0.0972
Si	-0.0857	0.0898	-0.0465
Si	0.074	0.1317	0.1929
Si	-0.0119	0.0011	-0.1216
Si	-0.1007	0.1182	0.1478
Si	-0.0572	0.0907	-0.1405
Si	0.3723	-0.1457	0.6846
Si	-0.0083	-0.1447	-0.0918
Si	-0.047	-0.0922	-0.1537
Si	0.025	0.0417	-0.0073
Si	-0.0788	-0.031	0.1275
Si	-0.0733	-0.1211	-0.037
Si	-0.0854	-0.0126	0.0362
Si	-0.0269	0.0301	-0.1766
Si	-0.1024	0.028	-0.0468
Si	0.0655	0.0595	0.0306
Si	-0.0791	-0.0269	0.1061
Si	0.0659	-0.0781	0.0958
Si	0.0011	-0.0703	0.1412
Si	0.3162	-0.3527	0.5491
Si	0.0208	0.1657	0.0647
Si	0.0388	0.019	-0.0846
Si	-0.0373	0.0013	0.1176
Si	0.0083	-0.0002	-0.0099
Si	0.0036	0.0056	-0.0051
Si	0.0062	-0.0043	-0.0063
Si	0.0119	0.0014	-0.0048
Si	0.0033	-0.0054	-0.0106
Si	-0.0092	0.0134	-0.0084
Si	-0.0195	0.0056	-0.0058
Si	-0.0214	0.0045	-0.009
Si	0.001	-0.0031	-0.0206
Si	-0.0028	-0.0086	-0.0141
Si	0.0144	0.0007	-0.0114
Si	0.0211	0.0012	-0.0122
Si	-0.0082	-0.0035	-0.0158
Si	-0.0012	0.0056	-0.0182
Si	-0.0141	-0.0118	-0.0129
Si	-0.0249	-0.0027	-0.0138
Si	0.0157	-0.0061	-0.0142
Si	0.0034	0.0017	-0.0136
Si	0.0135	0.0067	0
Si	0.0152	-0.0025	-0.0057
Si	0.0227	-0.006	-0.0149
Si	0.0121	0.0049	-0.0148
Si	-0.0162	-0.0032	-0.0111
Si	-0.013	0.007	-0.0041
Si	-0.0117	-0.0128	-0.0166
Si	-0.0148	-0.0043	-0.0254
Si	0.0244	0.0067	-0.0119
Si	0.0177	-0.0011	-0.0095
Si	0.0017	-0.0005	-0.0195
Si	0.0032	0.0037	-0.0195
Si	-0.0193	-0.0004	-0.0068
Si	-0.0202	-0.0128	-0.0088
Si	-0.0028	0.0125	0.0092
Si	-0.0049	0.0108	0.0126
Si	0.0007	0.0173	0.0129
Si	0.0077	-0.0069	0.0124
Si	-0.0032	0.0136	0.0188
Si	-0.0005	0.0017	0.0261
Si	-0.0011	-0.0024	0.0194
Si	-0.0074	0.0074	0.0076
Si	0.007	-0.0092	0.0096
Si	0.0062	-0.0092	0.0104
Si	-0.0007	0.0033	0.0177
Si	-0.0038	-0.0099	0.0165
Si	0.0024	0.0092	0.0249
Si	-0.0033	-0.0056	0.0207
Si	0.0061	-0.0188	0.0172
Si	0.0129	-0.0012	0.0136
Si	-0.0058	-0.007	0.01
Si	0.0006	0.0047	0.0056
Si	-0.0055	0.0127	0.0224
Si	-0.0002	-0.0125	0.0206
Si	-0.0032	0.0146	0.026
Si	-0.0045	-0.0133	0.0282
Si	0.0046	-0.0131	0.0125
Si	-0.0009	0.02	0.0166
Si	-0.0023	-0.0131	0.004
Si	0.0042	0.0011	0.0023
Si	0.002	0.017	0.0201
Si	-0.0038	-0.0121	0.0172
Si	0.0025	0.0028	0.019
Si	0.0047	-0.0003	0.0195
Si	-0.0033	-0.0088	0.0155
Si	-0.0025	0.0033	0.0137
Si	0.0143	-0.0025	-0.017
Si	-0.0033	0.0067	-0.0181
Si	-0.0053	-0.003	-0.0072
Si	0.0051	-0.0092	-0.0201
Si	0.0063	0.0008	-0.0119
Si	-0.0026	-0.0048	-0.0114
Si	0.0045	-0.0029	-0.0185
Si	0.0173	0.0103	-0.0131
Si	-0.0138	0.0013	-0.0187
Si	0.0024	0.0094	-0.0204
Si	0.005	0.0057	-0.0146
Si	-0.0113	-0.0059	-0.0178
Si	-0.005	0.0006	-0.0111
Si	0.0066	-0.0072	-0.0115
Si	-0.013	0.003	-0.0198
Si	-0.0183	0.0125	-0.0144
Si	0.0088	-0.0008	-0.0224
Si	-0.0016	0.0126	-0.0182
Si	0.0054	0.0001	-0.0103
Si	0.0156	-0.0056	-0.0192
Si	0.0128	-0.0074	-0.0097
Si	-0.0062	-0.0058	-0.0141
Si	0.0021	0.0017	-0.0206
Si	0.0114	0.0065	-0.0098
Si	-0.0072	-0.0022	-0.0188
Si	-0.0068	0.0119	-0.0214
Si	-0.0027	-0.0032	0
Si	0.001	-0.014	-0.0146
Si	-0.0101	0.0002	-0.0126
Si	-0.0022	-0.0066	-0.0094
Si	-0.0031	-0.0039	-0.0134
Si	0.0014	0.0038	-0.0095
Si	0.0011	0.0055	0.0091
Si	-0.0028	0.0042	0.0112
Si	-0.0052	0.0027	0.0104
Si	0.0007	0.0011	0.0074
Si	-0.0041	0.0094	0.0137
Si	0.0035	0.0037	0.0138
Si	0.0049	0.0074	0.0133
Si	-0.0016	0.0079	0.0103
Si	0.003	-0.0059	0.016
Si	-0.0088	-0.007	0.0152
Si	-0.0088	0.0048	0.017
Si	-0.0014	0.001	0.0192
Si	0.0043	-0.0063	0.0142
Si	0.0075	-0.0048	0.0154
Si	0.0016	-0.0057	0.0188
Si	0.0017	-0.0022	0.0146
Si	0.0021	0.0009	0.0107
Si	0.0006	-0.003	0.0168
Si	0.0018	-0.0063	0.0136
Si	0.0045	-0.0069	0.009
Si	0.0057	0.0008	0.0137
Si	0.003	-0.0027	0.0142
Si	-0.0024	0.004	0.0144
Si	-0.0001	-0.0004	0.0139
Si	-0.011	-0.0054	0.0187
Si	-0.001	-0.0053	0.0178
Si	0.0012	0.0034	0.0161
Si	-0.006	0.0021	0.0134
Si	0.0038	-0.0018	0.0111
Si	0.0039	-0.002	0.0103
Si	0.0017	0.0036	0.0132
Si	-0.0018	0.0014	0.012
Si	-0.0005	-0.002	-0.0125
Si	-0.0017	0.0061	-0.0124
Si	0.0077	-0.0037	-0.0111
Si	0.0059	-0.0011	-0.0108
Si	0.0111	0.0042	-0.0165
Si	0.0057	-0.0012	-0.0158
Si	-0.0129	0.0025	-0.0138
Si	-0.0069	0.001	-0.0181
Si	-0.0032	0.002	-0.0178
Si	0.0004	-0.0042	-0.0177
Si	0.0139	0.0054	-0.0188
Si	0.0124	0.0036	-0.0156
Si	-0.005	0.0016	-0.0171
Si	-0.0054	-0.0016	-0.0172
Si	-0.0088	0.0017	-0.0159
Si	-0.0109	0.0001	-0.0169
Si	-0.0035	0.0043	-0.0127
Si	-0.0028	0.0045	-0.0123
Si	0.0079	0.0015	-0.0129
Si	0.0026	-0.0011	-0.0152
Si	0.006	0.0008	-0.0155
Si	-0.0044	-0.0005	-0.0152
Si	-0.0054	0.0023	-0.0149
Si	0.0016	0.0032	-0.0145
Si	0.0033	-0.0033	-0.0112
Si	0.0046	-0.008	-0.0144
Si	0.0046	0.0015	-0.0137
Si	0.0073	-0.0006	-0.0103
Si	-0.0023	-0.0057	-0.0109
Si	-0.0042	-0.0052	-0.0121
Si	-0.0089	-0.0041	-0.0111
Si	-0.0041	-0.0059	-0.0076
Si	-0.0002	-0.0053	0.0195
Si	0.0004	0.0099	0.0189
Si	-0.0039	0.0128	0.0107
Si	0.0042	-0.0075	0.0091
Si	0.0092	0.0052	0.0104
Si	0.0003	-0.0008	0.012
Si	0.0019	-0.0122	0.025
Si	0.0017	0.0145	0.023
Si	-0.0045	-0.0068	0.0189
Si	-0.0027	0.0036	0.0224
Si	-0.0034	0.0032	0.0149
Si	-0.007	-0.0076	0.0186
Si	-0.0078	0.0019	0.0097
Si	0.0072	-0.0093	0.0136
Si	-0.0038	-0.0119	0.0213
Si	-0.0088	0.009	0.0181
Si	0.0083	-0.0083	0.0183
Si	0.0167	0.0035	0.0168
Si	-0.0063	0.0038	0.0163
Si	0.0121	-0.0074	0.0045
Si	0.0025	-0.0013	0.0098
Si	-0.0001	-0.0084	0.0082
Si	-0.0057	-0.009	0.0219
Si	-0.0046	0.0157	0.015
Si	-0.003	-0.0029	0.0182
Si	-0.0008	0.008	0.0157
Si	0.0042	0.0067	0.016
Si	-0.0045	-0.0058	0.0126
Si	-0.0012	0.0076	0.0069
Si	-0.004	-0.0031	0.008
Si	-0.0027	-0.0056	0.0141
Si	0.0046	0.0102	0.0151
Si	0.0081	0.0038	-0.0019
Si	0.0004	0.022	-0.0167
Si	-0.0023	0.0031	-0.0274
Si	0.0055	-0.0173	-0.0165
Si	0.0003	-0.0073	-0.0242
Si	-0.0017	-0.0268	-0.0169
Si	0	0.0064	-0.0002
Si	-0.0025	0.0293	-0.0175
Si	0.0036	0.0012	-0.0113
Si	0.0011	0.0164	-0.0188
Si	0.0039	0.0002	-0.0202
Si	0.0014	-0.0111	-0.0171
Si	0.0016	0.0005	-0.0246
Si	0.0012	-0.0162	-0.0162
Si	0.0019	0.0028	-0.0081
Si	0.0046	0.0129	-0.0173
Si	-0.0084	0.0033	-0.0002
Si	-0.0055	0.0205	-0.0118
Si	-0.01	0.0018	-0.0225
Si	-0.0037	-0.0127	-0.0127
Si	0.0032	-0.0109	-0.0209
Si	0.0017	-0.0063	-0.0142
Si	0.0041	0.0033	-0.0079
Si	-0.0025	0.017	-0.0196
Si	-0.0052	-0.0125	-0.0051
Si	-0.0037	0.0067	-0.0144
Si	0.0039	0.0027	-0.0214
Si	-0.0022	-0.0182	-0.0169
Si	-0.0049	-0.0001	-0.0222
Si	0.0066	-0.0148	-0.01
Si	-0.0024	-0.0056	-0.0072
Si	0.0031	0.0126	-0.0188
Si	-0.0141	0.0041	0.0142
Si	-0.0044	0.01	0.0019
Si	0.0179	-0.0041	0.0067
Si	0.0065	-0.006	0.0061
Si	0.0207	0.0086	0.0159
Si	0.0079	-0.0012	0.0097
Si	-0.0314	0.0065	0.0191
Si	0.0015	0.0074	0.0092
Si	-0.0213	0.003	0.0165
Si	-0.003	-0.0008	0.0101
Si	0.0324	-0.0037	0.0169
Si	-0.0027	0.0009	0.0155
Si	0.0108	-0.0167	0.0126
Si	-0.0158	0.0054	0.0128
Si	-0.028	-0.0117	0.0111
Si	-0.0126	0.0028	0.0076
Si	-0.0118	-0.0096	0.0155
Si	-0.0005	-0.0043	0.007
Si	0.0083	0.0016	0.0136
Si	-0.0055	0.0014	0.0153
Si	0.0219	0.0093	0.0189
Si	0.0013	-0.0164	0.0178
Si	-0.0045	0.0209	0.0225
Si	0.0186	-0.0142	0.0088
Si	-0.0041	0.0001	0.0066
Si	0.0052	-0.0066	0.0075
Si	0.0165	-0.0052	0.0109
Si	-0.0062	0.0026	0.0124
Si	0.016	-0.0045	0.0045
Si	-0.009	-0.0039	0.0068
Si	-0.0122	-0.0068	0.0061
Si	-0.0051	0.0004	0.0108
O	0.0185	0.1712	-0.2968
O	0.1845	-0.3128	0.182
O	0.0683	-0.3108	-0.2988
O	0.7921	0.2573	-0.0706
O	-0.2487	-0.1539	-0.3516
O	0.0001	-0.0433	-0.3561
O	0.22	0.2822	-0.0469
O	-0.2507	0.1705	-0.5048
O	-0.2366	-0.3315	0.1747
O	0.272	0.0771	0.0345
O	-0.4477	-0.1725	-0.2942
O	-0.0899	0.43	-0.2355
O	-0.3715	-0.1893	0.1127
O	-0.0207	0.3899	0.0545
O	0.0741	-0.3255	0.27
O	0.2796	-0.2716	-0.2336
O	-0.4811	0.141	-0.0204
O	-0.2215	-0.0841	0.3426
O	-0.1825	-0.0658	0.111
O	0.1926	0.1711	-0.0377
O	-0.2347	-0.0831	0.3737
O	-0.0262	-0.0455	-0.1532
O	0.0049	0.257	0.1835
O	0.463	-0.526	0.2679
O	-0.0208	0.3577	-0.0876
O	-0.0933	-0.2898	0.3482
O	-0.0414	0.2796	0.0067
O	-0.1054	0.1368	0.3315
O	-0.0109	0.5236	0.0281
O	-0.5339	-0.2236	0.3116
O	-0.0353	-0.1978	0.1277
O	0.0347	0.1596	0.5843
O	0.1035	-0.2772	0.2461
O	0.2329	-0.5982	-0.1424
O	0.2882	-0.2079	-0.5115
O	0.5275	-0.3826	-0.1767
O	-0.075	0.6058	-0.0922
O	-0.561	-0.2258	-0.1946
O	0.0545	-0.0182	-0.2596
O	-0.2818	0.2737	0.2767
O	-0.2592	0.5559	0.2766
O	-0.0542	-0.4658	-0.5133
O	0.1631	-0.377	-0.1967
O	-0.3322	-0.2985	-0.0411
O	-0.0827	-0.281	-0.1738
O	0.4637	0.1305	-0.2012
O	-0.2596	-0.3943	0.0456
O	-0.0203	-0.2309	0.4224
O	0.3549	0.0698	-0.0172
O	0.4896	-0.0246	-0.421
O	-0.2145	0.0288	-0.324
O	-0.0313	0.2512	0.1815
O	-0.3282	-0.065	0.0116
O	0.4955	-0.1699	0.0854
O	-0.0171	-0.0876	-0.0395
O	-0.5249	0.1928	0.1975
O	-0.0204	-0.0362	0.5773
O	-0.0123	-0.398	-0.3392
O	-0.1428	0.0145	-0.026
O	0.206	-0.4638	-0.279
O	0.1034	-0.0093	0.3368
O	0.334	-0.0413	-0.0631
O	0.4211	-0.1884	0.0544
O	-0.0376	0.2743	0.3107
O	0.4389	-0.0747	-0.2034
O	0.1057	-0.2929	-0.1996
O	-0.5056	0.1183	-0.5449
O	-0.3345	0.0536	0.0858
O	0.4786	-0.0632	0.1257
O	-0.222	-0.2248	0.4422
O	-0.3304	-0.0196	-0.1644
O	-0.5076	-0.0744	-0.3391
O	0.143	-0.527	-0.0961
O	0.1024	-0.2719	-0.6723
O	0.1391	-0.5022	0.2616
O	0.3693	-0.2935	0.0607
O	0.1591	-0.0851	0.6336
O	0.1209	0.3388	0.5169
O	-0.1472	0.1903	-0.1604
O	-0.5803	0.5027	0.0544
O	-0.4873	-0.1249	0.1427
O	-0.0606	-0.3076	-0.2726
O	0.0233	0.1549	-0.1747
O	-0.1346	0.1477	0.0053
O	0.2217	-0.6203	0.2504
O	0.0038	-0.4853	-0.0052
O	0.3392	0.5027	0.0939
O	-0.1103	0.5851	-0.3805
O	0.404	0.1321	-0.2599
O	0.1191	-0.2885	-0.2285
O	0.2186	-0.0382	-0.4064
O	0.2046	-0.1763	-0.1417
O	-0.3193	-0.1161	-0.2751
O	-0.3093	0.1165	0.0198
O	0.2628	0.167	0.249
O	-0.3006	0.1903	0.1473
O	-0.4248	0.0266	0.1523
O	0.163	-0.2323	-0.2231
O	0.6156	0.3562	-0.2706
O	0.6901	-0.0683	-0.1668
O	0.4412	0.2269	0.0823
O	0.2008	-0.0099	0.3623
O	-0.1161	0.5311	-0.106
O	-0.3628	0.4731	-0.1032
O	-0.2359	-0.3555	0.2299
O	0.0969	-0.0348	-0.1128
O	0.3942	-0.1254	0.301
O	-0.5714	-0.1013	0.2687
O	-0.3092	0.1857	-0.2851
O	-0.0127	-0.1864	0.5557
O	-0.5624	-0.1581	-0.3076
O	0.5636	-0.2361	-0.0075
O	0.2336	0.1329	0.0961
O	0.0635	0.2071	-0.158
O	0.3462	0.2894	0.052
O	0.1869	0.0342	0.3594
O	0.1777	0.0018	0.1409
O	-0.247	-0.0579	0.056
O	0.0888	0.0704	0.4484
O	0.291	-0.0112	0.016
O	0.2484	-0.0856	-0.145
O	0.6302	0.0317	0.0673
O	0.0038	0.6136	-0.2444
O	-0.2777	-0.0778	0.5726
O	-0.3485	-0.0502	-0.1046
O	-0.5862	0.081	-0.0289
O	0.5701	-0.1018	-0.144
O	0.0532	-0.7137	0.0568
O	0.5197	-0.4746	0.1725
O	0.0429	0.62	-0.3985
O	0.04	-0.1554	0.2472
O	-0.6511	0.0971	0.1683
O	0.4299	0.3549	0.2377
O	-0.5222	0.5044	-0.1851
O	0.2107	-0.0471	-0.0172
O	-0.2729	-0.1155	0.5508
O	-0.5419	0.0948	0.1079
O	0.0156	-0.0654	0.1871
O	-0.1447	-0.4174	0.0762
O	0.4233	-0.067	-0.5995
O	0.0857	0.5372	-0.134
O	0.0195	0.0349	-0.1511
O	0.3805	0.5567	-0.0508
O	-0.0928	0.063	-0.4972
O	-0.024	0.4249	-0.2269
O	0.5323	0.2758	-0.3732
O	-0.3229	0.2463	-0.1199
O	-0.1669	0.0568	-0.415
O	0.5731	-0.1492	0.1349
O	-0.4562	-0.0771	0.1704
O	-0.1269	0.2634	-0.0831
O	-0.0554	-0.4882	-0.3853
O	-0.4917	0.2662	-0.343
O	-0.5837	0.2168	-0.2487
O	0.1323	0.1943	-0.1897
O	0.2745	-0.0582	0.2715
O	0.1236	0.451	0.2118
O	0.3151	0.2885	0.2651
O	0.155	0.1759	0.2331
O	-0.1135	0.4138	0.4731
O	-0.2797	0.1536	0.1845
O	-0.0949	-0.1493	0.4309
O	-0.4926	-0.1838	-0.033
O	0.1549	-0.0621	0.4811
O	0.3018	-0.3599	-0.0086
O	-0.1006	0.1687	0.2962
O	-0.2816	-0.3698	0.05
O	-0.0593	-0.0848	0.1881
O	-0.1183	-0.4262	0.2165
O	-0.0662	0.2844	-0.1595
O	0.2176	0.2461	0.3482
O	-0.0093	0.2212	-0.4781
O	0.1069	0.262	0.036
O	-0.318	0.4833	-0.0054
O	-0.2108	-0.5576	0.3571
O	-0.3228	0.469	0.2036
O	0.5977	0.4501	-0.036
O	-0.3506	-0.4903	-0.2202
O	0.1921	0.4075	0.1191
O	-0.0515	0.2201	0.1527
O	0.2452	-0.305	0.287
O	0.053	0.4151	0.1104
O	-0.0594	-0.4719	-0.4009
O	0.4804	0.2216	-0.1719
O	-0.0646	0.444	0.205
O	0.0782	-0.3558	0.124
O	0.1323	-0.239	-0.3436
O	-0.2064	0.5223	0.1822
O	0.0463	-0.4323	-0.2896
O	-0.2756	-0.4278	-0.203
O	0.4019	-0.1586	-0.4154
O	0.5077	-0.1076	0.6635
O	-0.5436	-0.1463	0.0201
O	-0.5209	0.0878	-0.332
O	-0.2302	0.5418	0.0063
O	0.6647	-0.0245	-0.257
O	0.1264	0.447	-0.2324
O	0.1447	-0.2132	0.0136
O	-0.5948	0.3122	-0.1119
O	-0.5097	-0.1648	0.3833
O	0.4617	0.459	-0.0457
O	0.047	-0.5167	-0.0411
O	0.6982	0.2601	-0.3711
O	0.0019	0.2269	0.088
O	0.1829	0.2859	-0.1846
O	0.0036	-0.1582	0.4562
O	-0.0714	0.5675	0.0555
O	-0.1005	0.2927	0.3543
O	0.1812	-0.4006	0.3304
O	-0.1259	0.1006	-0.0561
O	0.3692	0.0038	-0.0995
O	0.3829	0.0943	-0.2474
O	-0.3485	0.4259	-0.2247
O	-0.2957	-0.017	0.2494
O	-0.3485	-0.0727	0.4023
O	0.1319	-0.1619	-0.263
O	0.0021	0.5584	0.3065
O	-0.1448	-0.1854	0.1044
O	0.4642	-0.2381	0.5031
O	-0.1886	-0.1065	0.1324
O	0.442	0.1637	-0.1443
O	0.5034	0.3795	-0.0886
O	-0.3098	-0.2853	-0.0543
O	0.5559	-0.1776	0.1812
O	0.0989	0.6314	-0.0403
O	-0.0663	0.1578	0.2004
O	-0.4099	-0.1366	-0.4562
O	0.166	0.479	0.1829
O	0.1741	0.6227	0.5264
O	-0.5272	-0.1867	-0.021
O	0.0668	-0.2518	0.0953
O	0.4149	0.1871	-0.2418
O	0.0144	-0.1605	-0.3401
O	-0.3883	-0.182	0.2057
O	-0.0657	0.3571	-0.2672
O	-0.2633	0.3799	0.1963
O	0.3179	0.1745	-0.2428
O	0.0612	0.0588	0.1864
O	0.2567	0.2393	-0.0406
O	-0.3798	0.1625	0.1025
O	0.3721	-0.1951	-0.0084
O	-0.5244	-0.4642	0.0608
O	0.3469	-0.5705	0.0329
O	-0.1019	0.1358	-0.4609
O	0.0775	0.1113	-0.1553
O	0.0532	0.3193	0.0763
O	-0.2665	0.0907	-0.396
O	0.1958	0.0349	-0.6388
O	0.2321	0.0579	-0.3067
O	-0.3293	0.2961	0.4215
O	0.2629	0.1666	0.0923
O	-0.0575	-0.6892	-0.1227
O	0.2781	-0.193	0.0565
O	-0.2167	-0.4452	0.2054
O	-0.2076	-0.1762	-0.1846
O	0.2332	0.3077	-0.3563
O	-0.137	-0.0341	-0.2889
O	0.1746	0.0388	-0.3185
O	0.413	0.2233	0.5193
O	0.3918	0.1724	-0.2613
O	0.0546	0.3168	-0.3976
O	-0.5132	-0.0127	0.5183
O	-0.1482	-0.2536	-0.3444
O	0.136	-0.0477	-0.2875
O	-0.3529	0.0564	-0.3582
O	0.1961	0.0567	0.5691
O	-0.1398	-0.3478	0.2294
O	-0.3752	0.2906	-0.0336
O	0.0838	-0.4697	0.0022
O	-0.1269	-0.3757	0.0096
O	0.1061	0.4328	0.0291
O	-0.3279	-0.5477	0.1089
O	0.0678	-0.3024	0.1482
O	0.4084	-0.0448	0.0849
O	0.3844	-0.1329	0.3005
O	-0.5176	-0.2676	0.29
O	0.0013	-0.4321	0.0298
O	0.5378	-0.2149	-0.0731
O	-0.043	0.5484	-0.6017
O	-0.1273	0.4175	-0.03
O	0.3111	-0.2334	0.0201
O	0.0482	0.3668	-0.382
O	0.317	-0.201	-0.225
O	0.0234	-0.0777	-0.4408
O	-0.402	0.1785	0.1929
O	-0.2047	-0.445	-0.1007
O	-0.1264	0.4224	-0.417
O	0.4938	-0.4561	0.1843
O	-0.2177	0.2775	0.6388
O	-0.3998	0.2229	-0.4979
O	0.5829	0.3953	0.4098
O	0.012	-0.206	0.1254
O	-0.0786	0.3487	0.6131
O	-0.1478	0.4034	0.3616
O	-0.0659	-0.6227	0.0615
O	-0.1726	-0.0161	0.4155
O	-0.4442	0.0488	0.5528
O	-0.1095	-0.2521	-0.1449
O	0.3853	0.4598	-0.2456
O	0.4574	-0.3452	0.2352
O	0.1043	-0.2054	0.2037
O	-0.4711	0.3648	-0.0089
O	-0.2196	-0.5665	0.1204
O	0.3304	0.0584	0.4037
O	0.4525	-0.0075	-0.0232
O	-0.0049	0.2395	-0.0291
O	-0.1253	-0.1173	-0.4085
O	-0.0964	-0.1191	0.3839
O	0.301	-0.1251	0.069
O	-0.135	0.4973	-0.4681
O	-0.1126	0.5567	-0.1235
O	-0.4011	-0.3823	-0.2921
O	0.1816	-0.0997	-0.3174
O	0.3048	-0.0003	-0.1673
O	0.3586	-0.1675	0.3472
O	-0.411	0.2514	0.2448
O	0.1691	0.2012	0.3147
O	0.1642	-0.3682	-0.1725
O	-0.1771	-0.4685	0.0255
O	0.0637	-0.4093	-0.4932
O	0.1685	0.4276	-0.5378
O	0.5372	0.2072	0.4047
O	0.0807	0.6342	-0.3179
O	0.1669	-0.3327	-0.107
O	-0.1578	0.2111	-0.1025
O	-0.0342	-0.3185	-0.2653
O	0.4886	-0.3663	-0.3867
